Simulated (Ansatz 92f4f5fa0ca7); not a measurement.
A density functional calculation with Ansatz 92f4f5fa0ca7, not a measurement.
Periodic cell of 306 atoms, Si196O110, from a study of silicon, its oxide and their interface. The atomic structure is a simulated model.
Doubt: the cutoff is far below the 930 eV that the study's wrapper takes by default for these files, so forces and energies are approximate.
This geometry differs little from another in the collection (a relaxation step or a small displacement).

Settings
functional: PBE
potential files: Ansatz PAW
basis: plane waves
wave-function cutoff: 580 eV
density cutoff ratio: 5
exchange-correlation grid ratio: 1
k mesh: 1 x 1 x 1, Gamma-centred
self-consistency stop: 5e-08 eV per atom in the density residual
occupations: fixed
spin: none
net charge: 0

Cell vectors (angstrom)
a, 11.6015, 0, 0
b, 0, 10.938, 0
c, 0, 0, 42.2393

Atoms and the computed forces on them: element, x, y, z (angstrom), force x, y, z (eV/angstrom)
Si, 0, 0, 0.9665, 0.0072, 0.0356, -0.0025
Si, 3.8672, 0, 0.9665, -0.0127, 0.0442, -0.0086
Si, 7.7343, 0, 0.9665, 0.008, 0.0213, -0.0023
Si, 1.9336, 1.3673, 0.9665, -0.0003, -0.0051, -0.0042
Si, 5.8008, 1.3673, 0.9665, -0.0027, -0.0546, 0.0019
Si, 9.6679, 1.3673, 0.9665, 0.0005, -0.0196, 0.0159
Si, 0, 5.469, 0.9665, -0.0015, 0.015, -0.0129
Si, 3.8672, 5.469, 0.9665, 0.0027, 0.0098, -0.0015
Si, 7.7343, 5.469, 0.9665, 0.0012, 0.0925, -0.0088
Si, 1.9336, 6.8362, 0.9665, -0.006, -0.0707, 0.0092
Si, 5.8008, 6.8362, 0.9665, -0.0066, -0.0767, 0.0063
Si, 9.6679, 6.8362, 0.9665, 0.0113, -0.0223, -0.0051
Si, 1.9336, 2.7345, 41.2722, -0.0083, 0.0076, 0.0173
Si, 5.8008, 2.7345, 41.2722, -0.0163, 0.0283, 0.0185
Si, 9.6679, 2.7345, 41.2722, 0.0018, -0.0272, 0.044
Si, 0, 4.1018, 41.2722, -0.0072, -0.028, -0.0105
Si, 3.8672, 4.1018, 41.2722, -0.0185, -0.0025, 0.0024
Si, 7.7343, 4.1018, 41.2722, -0.0059, -0.1239, -0.0426
Si, 1.9336, 8.2035, 41.2722, -0.0174, 0.0746, -0.0267
Si, 5.8008, 8.2035, 41.2722, -0.0254, 0.0915, -0.0356
Si, 9.6679, 8.2035, 41.2722, 0.0015, 0.0321, -0.0125
Si, 0, 9.5708, 41.2722, -0.0251, -0.0137, 0.0298
Si, 3.8672, 9.5708, 41.2722, 0.0015, -0.0371, 0.0153
Si, 7.7343, 9.5708, 41.2722, -0.0171, -0.0103, 0.0028
Si, 0, 0, 4.8337, -0.0054, -0.0592, 0.1179
Si, 3.8672, 0, 4.8337, 0.0268, -0.0844, -0.0009
Si, 7.7343, 0, 4.8337, 0.0484, -0.0861, -0.0152
Si, 1.9336, 1.3673, 4.8337, 0.1227, -0.1263, -0.2628
Si, 5.8008, 1.3673, 4.8337, 0.0448, -0.0232, 0.1939
Si, 9.6679, 1.3673, 4.8337, -0.0312, 0.0111, 0.1132
Si, 0, 5.469, 4.8337, 0.057, 0.1065, -0.2586
Si, 3.8672, 5.469, 4.8337, 0.0698, 0.0929, -0.141
Si, 7.7343, 5.469, 4.8337, 0.0132, 0.0221, 0.1893
Si, 1.9336, 6.8362, 4.8337, 0.0013, -0.0758, 0.188
Si, 5.8008, 6.8362, 4.8337, 0.1021, -0.1087, 0.1429
Si, 9.6679, 6.8362, 4.8337, -0.0399, -0.1174, -0.1566
Si, 1.9336, 2.7345, 2.9001, 0.005, -0.0241, -0.0481
Si, 5.8008, 2.7345, 2.9001, 0.0137, 0.0559, -0.0047
Si, 9.6679, 2.7345, 2.9001, 0.0146, 0.0284, -0.0177
Si, 0, 4.1018, 2.9001, 0.0091, 0.0019, -0.0069
Si, 3.8672, 4.1018, 2.9001, 0.0067, -0.0183, 0.0154
Si, 7.7343, 4.1018, 2.9001, 0.015, -0.1233, 0.056
Si, 1.9336, 8.2035, 2.9001, 0.022, 0.0926, 0.0448
Si, 5.8008, 8.2035, 2.9001, 0.0146, 0.0996, 0.0344
Si, 9.6679, 8.2035, 2.9001, 0.0124, 0.0184, 0.0065
Si, 0, 9.5708, 2.9001, 0.004, -0.0139, -0.0251
Si, 3.8672, 9.5708, 2.9001, 0.0283, -0.0145, -0.0209
Si, 7.7343, 9.5708, 2.9001, 0.0158, -0.0032, -0.0242
Si, -0.6286, 1.3988, 30.3118, -0.0028, -0.0005, 0.0017
Si, 4.0613, -0.0934, 31.368, -0.0007, 0, -0.003
Si, 7.6895, 0.0019, 31.6897, 0.0048, -0.0087, -0.0013
Si, 2.1348, 2.2619, 31.5025, 0.0031, -0.0097, -0.0016
Si, 5.8325, 1.4477, 31.4883, -0.0052, 0.0064, -0.0011
Si, 9.7873, 0.8997, 32.2127, 0.0024, -0.0086, 0.003
Si, 0.3442, 5.3001, 31.5872, 0.0032, 0.0136, -0.0121
Si, 3.4237, 4.824, 31.5704, -0.0011, 0.005, -0.0069
Si, 7.6557, 5.2857, 31.1343, -0.0005, -0.0086, 0.0111
Si, 2.6338, 8.6551, 29.9454, -0.0017, -0.0022, -0.0008
Si, 5.8334, 6.8371, 31.1381, -0.0021, 0.0013, -0.0015
Si, 9.9626, 7.503, 31.5858, 0.0034, 0.0086, 0.001
Si, 1.9003, 2.8197, 33.739, 0.005, -0.0048, 0.0019
Si, 5.7608, 2.7003, 33.5345, 0.0022, 0.0001, -0.0063
Si, 9.5857, 2.7526, 33.6177, -0.0029, 0.0029, -0.0004
Si, -0.065, 4.0693, 33.5653, -0.0088, 0.0002, 0.0087
Si, 3.8658, 4.1012, 33.7258, -0.0043, 0.0009, 0.004
Si, 7.6725, 4.1172, 33.3293, 0.0043, 0.0032, -0.0049
Si, 2.0618, 8.6875, 32.9224, -0.0062, -0.0031, 0.0034
Si, 5.6976, 8.0473, 33.3587, -0.008, -0.0056, 0.0018
Si, 9.4717, 8.4316, 33.6425, -0.0035, -0.0051, -0.0007
Si, -0.5866, 10.1828, 33.4742, 0.0061, 0.009, -0.0065
Si, 4.0425, 9.7101, 33.4559, 0.0041, -0.0018, 0.0001
Si, 7.4587, 9.5836, 33.5985, 0.0073, 0.0066, -0.0085
Si, -0.1169, 0.1171, 35.5752, -0.0049, -0.0029, -0.0021
Si, 3.8715, 0.0213, 35.4622, 0.0016, 0.0033, 0.0019
Si, 7.6399, 0.0279, 35.5228, -0.0036, 0, 0.0047
Si, 1.8971, 1.3237, 35.5115, 0.004, -0.0016, -0.0041
Si, 5.7616, 1.4185, 35.5193, -0.0067, -0.0038, 0.0063
Si, 9.5443, 1.4565, 35.5889, 0.0076, 0.0014, -0.0011
Si, -0.0949, 5.4613, 35.4729, -0.0017, -0.0012, 0.0023
Si, 3.855, 5.5233, 35.5542, 0.0042, -0.0013, 0.0016
Si, 7.6945, 5.4766, 35.3418, -0.0008, 0, -0.0006
Si, 1.8493, 6.7728, 35.4844, -0.0053, 0.0096, -0.0157
Si, 5.7759, 6.8476, 35.4151, 0.0041, 0.0007, -0.0011
Si, 9.6085, 6.8791, 35.4342, -0.0046, 0.0005, 0.0003
Si, 1.8997, 2.7355, 37.4099, 0.0001, 0.0034, -0.002
Si, 5.7694, 2.7804, 37.4326, 0.0022, -0.0003, -0.0036
Si, 9.5858, 2.7954, 37.4836, -0.0007, 0.0001, -0.0014
Si, -0.052, 4.0949, 37.4082, 0.0002, -0.0022, -0.0065
Si, 3.8257, 4.1063, 37.4351, -0.0016, -0.0012, -0.0004
Si, 7.6817, 4.1664, 37.3636, 0.0001, 0.0011, -0.0012
Si, 1.9013, 8.2136, 37.3778, 0.0011, 0.0016, 0.0006
Si, 5.7889, 8.1993, 37.3805, -0.0004, 0.0027, -0.0017
Si, 9.6221, 8.1966, 37.405, 0.0005, 0.0009, -0.002
Si, -0.0482, 9.5639, 37.4064, -0.0016, 0.0004, -0.0042
Si, 3.853, 9.5643, 37.3853, 0.0022, -0.0004, -0.003
Si, 7.7039, 9.5714, 37.4224, -0.0007, 0.0003, -0.0032
Si, 0, 0, 39.3386, -0.0327, 0.0085, -0.0432
Si, 3.8672, 0, 39.3386, 0.0054, -0.0027, -0.1668
Si, 7.7343, 0, 39.3386, -0.0132, 0.0742, 0.0907
Si, 1.9336, 1.3673, 39.3386, -0.0356, -0.016, 0.0205
Si, 5.8008, 1.3673, 39.3386, 0.0186, 0.016, 0.0036
Si, 9.6679, 1.3673, 39.3386, -0.1086, -0.0332, 0.2555
Si, 0, 5.469, 39.3386, -0.0028, 0.0448, -0.0205
Si, 3.8672, 5.469, 39.3386, -0.0484, 0.1199, 0.1851
Si, 7.7343, 5.469, 39.3386, -0.0919, 0.2383, -0.0938
Si, 1.9336, 6.8362, 39.3386, -0.0169, 0.0021, -0.1425
Si, 5.8008, 6.8362, 39.3386, 0.0043, -0.0384, -0.1051
Si, 9.6679, 6.8362, 39.3386, -0.0383, -0.0591, 0.0136
Si, 2.006, 2.7466, 6.7131, -0.0015, -0.0002, 0.0008
Si, 5.8499, 2.736, 6.792, -0.0011, 0.0016, -0.0004
Si, 9.705, 2.7541, 6.7727, 0.0015, 0.0014, 0.0037
Si, 0.0642, 4.0652, 6.7024, -0.0009, -0.001, -0.0011
Si, 3.9324, 4.1158, 6.7523, 0.0014, -0.0013, 0.0009
Si, 7.7635, 4.1277, 6.8231, -0.0014, -0.0009, 0.0001
Si, 1.9623, 8.1776, 6.8122, 0, 0.004, 0.0007
Si, 5.8551, 8.1671, 6.8088, -0.0013, 0.0011, 0.0045
Si, 9.6921, 8.1521, 6.7725, -0.0013, 0.0042, 0.0009
Si, 0.0097, 9.525, 6.7578, 0.0025, -0.0002, 0.0024
Si, 3.923, 9.513, 6.7393, -0.002, -0.0029, 0.0008
Si, 7.7718, 9.5585, 6.7681, 0.0001, -0.0042, 0.0029
Si, 0.0393, -0.019, 8.6556, -0.0064, -0.0025, -0.0048
Si, 3.9648, -0.0541, 8.6373, -0.0073, 0.0006, -0.0013
Si, 7.7958, 0.0601, 8.6468, 0.0022, 0.0002, 0.0056
Si, 1.9968, 1.234, 8.4973, 0.0049, 0, 0.003
Si, 5.8418, 1.3809, 8.7474, 0.0047, 0.0039, 0.0111
Si, 9.7265, 1.3923, 8.707, 0.0016, 0.0013, 0.0022
Si, 0.1298, 5.3423, 8.651, 0.0025, 0.0015, 0.0018
Si, 3.9385, 5.4827, 8.6869, -0.0044, -0.0005, -0.0002
Si, 7.759, 5.458, 8.8333, -0.0014, 0.0005, 0.0041
Si, 1.9979, 6.8083, 8.7813, 0.0011, -0.0017, 0.0019
Si, 5.8541, 6.8817, 8.8365, 0.0028, -0.003, -0.0073
Si, 9.7683, 6.691, 8.6532, -0.0002, -0.0049, 0.0025
Si, 2.0949, 2.3653, 10.4938, 0.0039, -0.0131, -0.0012
Si, 5.8613, 2.7482, 10.7298, -0.0031, 0.003, -0.0255
Si, 9.7245, 2.7233, 10.6896, -0.0072, 0.0041, -0.0066
Si, 0.17, 3.8722, 10.5298, -0.0035, 0.0088, 0.0013
Si, 3.8456, 3.9053, 10.415, 0.0074, 0.0081, 0.0018
Si, 7.7718, 4.111, 10.8221, 0.009, 0.0013, -0.0029
Si, 2.0965, 8.2529, 10.7068, -0.0055, 0.0026, -0.0067
Si, 5.9903, 8.2911, 10.7985, -0.002, 0.0103, 0.0066
Si, 9.9073, 8.1983, 10.4007, 0.0073, 0.0125, -0.0548
Si, 0.1775, 9.6181, 10.6151, 0.007, -0.0029, 0.0112
Si, 3.9214, 9.7204, 10.6934, 0.0041, -0.0002, 0.0004
Si, 7.9659, 9.5339, 10.4562, -0.0029, -0.007, -0.0022
Si, -0.5281, -0.5465, 12.7741, 0.0118, 0.0031, -0.0049
Si, 3.0783, 0.7201, 12.0102, 0.0018, 0.0011, -0.008
Si, 7.8583, -0.1446, 12.4629, -0.0167, 0.0386, -0.0134
Si, 1.9849, 0.6936, 14.1098, -0.0105, -0.002, -0.0005
Si, 5.2299, 1.4181, 12.6362, 0.0071, 0.0011, 0.0288
Si, 9.5872, 1.3725, 12.6093, -0.0052, -0.0162, 0.0016
Si, 0.0239, 5.5902, 13.1818, 0.0026, -0.0095, 0.0016
Si, 3.9361, 5.1188, 13.2418, -0.0057, -0.0005, -0.0068
Si, 7.0789, 5.0302, 12.9964, 0.0053, 0.0014, -0.0016
Si, 2.3986, 7.5624, 12.9641, 0.0019, 0.0009, 0.0057
Si, 7.1326, 7.4101, 12.8157, -0.014, -0.0017, -0.0059
Si, 9.5703, 7.6869, 12.6389, 0.0262, 0.0027, 0.0845
O, 7.8948, 4.2863, 14.2137, -0.0043, 0.0021, -0.0006
O, 2.8668, 10.9153, 15.3166, -0.0005, -0.002, 0.0007
O, -3.6203, 7.739, 18.7514, -0.0002, 0.0004, -0.002
O, 7.4919, 2.0072, 15.6292, -0.0004, 0.0005, 0.0003
O, 2.4756, 8.8316, 13.9819, -0.0023, -0.0055, -0.0039
O, 10.4528, 8.937, 13.3236, -0.0176, -0.0239, -0.0149
O, 11.8827, 4.3474, 14.1905, -0.0015, 0.0074, -0.0062
O, 0.238, 16.0211, 11.6602, -0.0019, 0.0004, 0.0059
O, 5.4901, 4.6541, 13.3257, 0.0032, -0.0012, 0.002
O, 1.7164, 2.2054, 14.6499, 0.0007, 0.004, -0.0006
O, 3.0377, 4.4756, 14.4339, 0.0001, 0.0003, -0.0011
O, 9.605, 2.2581, 14.0239, -0.0023, 0.0044, 0.0029
O, 3.222, 7.5584, 28.9146, -0.0006, 0.0004, -0.0004
O, 12.4013, 9.7081, 32.6907, -0.0017, -0.0026, 0.0054
O, 5.9751, 8.0408, 29.9859, -0.0034, -0.0025, 0.001
O, 1.1786, 8.9828, 29.2965, 0.0032, -0.0009, -0.0005
O, 10.3047, 8.6333, 30.4478, -0.0002, -0.0021, 0.001
O, -0.3639, 10.9513, 29.507, 0.0011, -0.0003, -0.0041
O, 11.3966, 6.8005, 31.9118, -0.0016, -0.0017, -0.0004
O, 10.315, 2.3307, 29.1484, 0.0023, 0.0006, 0.0007
O, 7.7771, 9.9679, 30.34, 0.0008, 0.0024, 0.0029
O, 5.7512, 2.5836, 30.2791, -0.0023, -0.0009, 0.0022
O, 1.9525, 5.5073, 31.4671, 0.0011, -0.0094, 0.0028
O, -0.2691, 4.8598, 30.1291, 0, -0.0022, 0.0025
Si, 6.5816, 3.2557, 29.0498, 0.0005, -0.0015, -0.0056
Si, 6.0691, 12.153, 15.5974, 0.0001, 0.001, -0.0037
Si, 8.3674, 6.6951, 24.8509, -0.0008, 0.0001, -0.0004
Si, -0.3953, 9.3606, 29.2881, -0.0021, -0.0002, -0.0008
Si, 3.3677, 3.9255, 19.7415, -0.0007, 0, -0.0008
Si, 5.7926, 5.3364, 21.2648, -0.0001, 0.0001, -0.001
Si, 5.3884, 5.9969, 24.4352, 0, 0.0004, -0.0007
Si, 3.1748, 8.1833, 25.2427, -0.0004, 0.0007, 0.0011
Si, 4.6066, 4.4052, 26.9948, -0.0008, -0.0008, -0.0005
Si, 8.5906, 3.0522, 15.0337, -0.0014, -0.0061, 0.0018
Si, 1.0662, 6.3294, 22.2963, -0.0011, -0.0003, -0.0009
Si, 12.7335, 3.4739, 21.4367, -0.0005, 0.0005, -0.0007
Si, 3.9522, 0.0857, 25.5511, 0.0002, 0.0006, 0.0009
Si, 2.9095, 9.2905, 15.4874, -0.0017, 0.003, 0.0029
Si, 7.7819, 7.3301, 17.2024, -0.0004, -0.0009, 0.0026
Si, 7.7224, 14.2606, 19.7805, -0.001, 0.0004, -0.0013
Si, 5.3307, 9.7274, 19.7065, -0.0005, 0.0003, -0.0016
Si, 5.3207, 1.7326, 18.5679, 0.0002, 0, -0.0014
Si, 1.0049, 4.9993, 17.7909, 0.0004, 0.0015, -0.003
Si, 2.3542, 13.3794, 26.6368, 0.0003, 0, -0.0009
Si, 2.4994, 6.6879, 27.7483, 0.0002, 0.0017, 0.0012
Si, 6.6247, 11.5379, 27.196, -0.0004, -0.0003, 0.0004
Si, 1.6354, 3.7911, 14.9338, -0.0009, -0.0023, 0.002
Si, 9.2687, 1.1566, 25.6302, -0.0013, -0.0003, 0.0002
Si, 9.5615, 3.8318, 24.2007, -0.0003, 0.0001, -0.0013
Si, 6.9762, 9.1126, 29.2066, 0.0018, 0.0026, 0.001
Si, 11.1009, 2.6292, 27.7451, 0.0007, 0.0003, -0.0021
Si, 4.8988, 7.9182, 17.2253, -0.0006, -0.0002, 0.0025
Si, 9.46, 4.7245, 17.5208, -0.0009, -0.0002, -0.0002
Si, 10.7888, 10.8737, 23.31, -0.0009, 0.0003, 0.0003
Si, 2.5885, 8.6823, 20.85, -0.001, 0.0002, -0.0019
Si, 2.0934, 7.8147, 17.9475, -0.0017, -0.0005, -0.0001
Si, 2.1773, 10.273, 23.3552, 0.0006, -0.0004, 0.0001
Si, 7.5315, 7.9151, 20.2991, -0.0006, -0.0002, -0.0006
Si, 10.0483, 2.4735, 21.5325, -0.0004, 0.0004, -0.0008
Si, 7.2622, 9.3648, 15.003, -0.0037, 0.0048, 0.0106
Si, -1.7011, -2.9528, 22.4053, -0.0005, 0.0004, -0.0005
Si, 1.004, 4.1007, 24.2785, -0.0004, 0.0003, 0.0001
Si, -0.3529, 5.4122, 28.5925, 0.001, 0.0018, -0.0007
Si, 9.4006, 7.7495, 27.693, 0.0014, 0.003, 0.0004
O, 10.2339, 1.0801, 22.3147, -0.0003, 0.0001, -0.001
O, 3.5961, 5.5662, 27.4277, -0.0003, 0.0002, -0.0013
O, 2.6975, 0.8976, 26.2299, -0.001, 0.0006, -0.0011
O, 4.349, 8.6041, 15.8438, -0.0006, -0.0009, -0.0013
O, 6.1801, 6.9225, 16.9688, -0.0012, 0.0003, -0.001
O, 4.1757, 8.9423, 20.5612, -0.0011, -0.0001, 0.0001
O, 1.0838, 6.0637, 28.2134, -0.0011, -0.0002, -0.0012
O, 4.0045, 9.4299, 25.9266, -0.0003, 0.0005, -0.0013
O, 10.5133, 9.4681, 22.5692, -0.0001, -0.0007, -0.0011
O, 0.7772, 11.0572, 23.6614, 0.0001, 0.0003, -0.0008
O, 1.9145, 8.8965, 16.7298, 0.0007, -0.0017, -0.0011
O, 7.9859, 8.1703, 28.3627, 0.0007, -0.0006, -0.0024
O, 2.4201, 8.0653, 31.4492, 0.0002, -0.0016, -0.0012
O, 6.741, 6.8048, 24.8876, -0.0004, 0.0002, -0.0005
O, 4.1722, 7.083, 24.5656, 0, -0.0001, -0.0017
O, 8.8217, 2.496, 24.7919, -0.0004, 0.0001, -0.0004
O, 10.4955, 8.9725, 27.8516, -0.0003, 0, -0.0017
O, 6.748, 9.3596, 20.4536, -0.0006, 0.0006, -0.0004
O, 5.8289, 4.3288, 28.0775, 0, -0.0004, 0
O, 6.7887, 13.2683, 18.9083, -0.0006, 0, 0.0001
O, 1.0438, 6.6234, 17.6371, 0.0009, -0.0028, 0.0017
O, 8.4822, 4.3614, 18.7791, -0.0009, -0.0004, -0.0002
O, 2.2358, 7.3327, 21.7284, -0.0008, 0.0002, -0.0004
O, 2.1706, 8.8171, 24.1201, -0.0006, 0.0005, -0.0009
O, 9.9278, 10.9522, 24.6838, -0.0003, 0.0007, -0.0012
O, 8.943, 7.5885, 23.6394, -0.0004, 0.0007, -0.0005
O, 12.5534, 5.0858, 21.2564, -0.0004, 0.0007, -0.0003
O, 3.7877, 3.005, 27.1756, 0.0002, 0.0005, -0.0008
O, 8.0806, 8.6065, 16.2068, -0.0006, -0.0006, -0.0019
O, 6.3321, 10.236, 28.1745, -0.0007, 0.0006, -0.0016
O, 1.1287, 2.3633, 27.7174, -0.0011, 0, 0
O, 1.4577, 4.1296, 16.4994, -0.0009, 0.0026, -0.0026
O, 1.1496, 3.08, 23.0171, -0.0007, 0, -0.001
O, 6.4862, 6.735, 20.7657, -0.0008, -0.0004, -0.0002
O, 9.0819, 7.3066, 26.171, -0.0001, 0.0003, -0.0008
O, 9.4152, 3.6324, 16.3089, -0.0007, -0.0004, -0.0017
O, 5.3768, 0.7094, 26.1052, -0.0001, 0.0005, -0.0014
O, 2.2269, 7.5314, 26.3864, -0.0009, -0.0001, -0.0012
O, -0.1544, 13.7065, 20.7261, -0.0008, 0, 0.0001
O, 5.143, 4.7319, 25.4714, -0.0001, -0.0003, -0.0006
O, 1.8277, 8.5458, 19.3961, -0.0002, 0.0001, -0.0012
O, -2.6569, 7.9034, 21.0949, 0.0001, 0.0004, -0.0001
O, 5.0772, 11.3344, 19.5065, -0.001, 0.0006, -0.0003
O, 8.0017, 0.4184, 26.3367, 0.0003, 0.0003, -0.0016
O, 13.0074, 5.631, 23.7713, -0.0005, 0.0003, -0.0005
O, 3.6176, 7.1678, 17.9135, -0.0004, 0.0004, -0.001
O, 2.1556, 9.9894, 21.7397, -0.0006, 0.001, 0
O, -0.5943, 4.7367, 18.0768, -0.0001, 0.0004, -0.0004
O, 8.8538, 6.1305, 16.8988, -0.0014, 0.0007, -0.0011
O, 5.3915, -1.815, 18.1963, -0.0009, 0.0003, -0.0009
O, -0.4088, 7.006, 22.3149, -0.0009, 0.0005, -0.0002
O, 11.0644, 4.0521, 24.7971, -0.0005, 0.0001, -0.0002
O, 9.6906, 3.6934, 22.5756, -0.0006, 0.0003, -0.0006
O, 2.5759, 3.019, 20.8526, -0.0006, 0.0005, -0.0001
O, 6.487, 8.2031, 14.1346, 0.0002, -0.0036, -0.0032
O, 5.5028, 5.4354, 22.887, -0.0006, 0.0002, 0.0001
O, 6.2996, -0.4021, 15.5831, -0.0004, -0.0006, 0.0002
O, 1.9534, 3.5091, 25.4515, -0.0004, 0.0001, -0.0011
O, 5.2299, 12.4072, 16.9647, -0.0004, -0.0001, 0.0003
O, 4.3811, 5.0161, 20.4618, -0.0001, 0.0003, -0.0006
O, 3.5225, 0.134, 23.9281, -0.0009, -0.0001, -0.0014
O, 8.8192, 2.3568, 20.4918, -0.0006, -0.0004, -0.0005
O, 6.8483, 4.1283, 20.9114, -0.0007, 0.0001, -0.0002
O, 4.2046, 2.8744, 18.8461, -0.0011, 0.0009, -0.0002
O, 2.1668, 4.6274, 18.8813, -0.0011, 0.0001, -0.0012
O, 10.4272, 1.663, 26.6444, 0, 0.0007, -0.0008
O, 10.8859, 4.2287, 27.5372, -0.0003, 0.0006, -0.0006
O, 8.6783, 5.116, 24.6191, -0.0003, 0.0001, -0.0012
O, 13.2739, -3.3961, 34.0178, 0.0036, -0.0002, 0.0051
O, 3.7742, -1.1025, 30.0748, 0.0035, 0.0024, 0.0023
O, 3.3279, 4.6656, 11.8101, -0.0007, 0.0027, 0.006
O, 8.93, 6.3318, 31.062, 0.0009, 0.0002, -0.0062
O, -3.8915, 4.1937, 29.8508, 0.003, 0.0044, 0
O, 6.9339, 1.9692, 28.0755, 0.0002, 0.0016, -0.0008
O, 5.2673, 1.769, 14.2663, -0.0036, 0.0036, -0.0053
O, 10.1418, 6.2662, 13.3168, -0.0111, 0.0161, -0.0178
O, 12.1243, -0.0438, 13.939, 0.0186, -0.0002, 0.0014
O, 2.6681, 0.7545, 31.3185, -0.003, 0.0064, -0.0024
O, 17.8225, 0.0961, 12.4936, -0.0207, -0.0295, -0.0021
O, 12.7386, 6.7072, 13.5332, -0.0065, -0.0032, -0.0019
O, -1.5601, 6.4795, 28.4735, -0.0005, -0.001, -0.0008
O, 3.8075, 6.7465, 13.2488, -0.0009, -0.0031, 0.0008
O, 8.24, 10.1319, 13.9506, 0.0043, -0.0046, -0.0067
O, 12.308, 2.2485, 30.7309, 0.004, 0.0025, -0.0012
O, 3.1715, 3.3608, 30.8018, -0.0028, -0.0035, -0.0021
O, 4.5206, 5.8387, 30.8785, -0.0009, 0.0021, 0.0001

Results
free energy: -187155.475 eV
free energy less fixed offsets of O -568.88, Si -635.61 eV per atom: 0.885 eV

The program warned: the cutoff lies below the one the program advises for these potential files; the exchange-correlation potential is rough where the density is thin.
